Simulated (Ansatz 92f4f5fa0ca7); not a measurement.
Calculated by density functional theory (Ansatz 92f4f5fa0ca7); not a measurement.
Periodic cell of 226 atoms, Si132O92As2, from a study of silicon, its oxide and their interface. The atomic structure is a simulated model.
Doubt: the cutoff is far below the 930 eV that the study's wrapper takes by default for these files, so forces and energies are approximate.

Settings
functional: PBE
potential files: Ansatz PAW
basis: plane waves
wave-function cutoff: 580 eV
density cutoff ratio: 5
exchange-correlation grid ratio: 1
k mesh: 1 x 1 x 1, Gamma-centred
self-consistency stop: 5e-08 eV per atom in the density residual
occupations: fixed
spin: none
net charge: 0

Cell vectors (angstrom)
a, 10.938, 0, 0
b, 0, 10.938, 0
c, 0, 0, 31.9494

Atoms and the computed forces on them: element, x, y, z (angstrom), force x, y, z (eV/angstrom)
As, 10.6662, -0.1232, 24.1503, 0.7921, 0.6719, -0.4961
Si, 5.0498, 0.1947, 24.6415, -0.0615, -0.0358, 0.097
Si, 2.7975, 2.4559, 24.6221, -0.0851, -0.6089, 0.0426
Si, 8.5488, 2.4361, 24.4822, -0.1144, -0.1366, 0.0601
Si, 10.7001, 5.6127, 24.3264, -0.0515, 0.0194, -0.0303
Si, 5.1739, 5.63, 24.4507, -0.0404, -0.0166, 0.0966
Si, 2.9765, 7.9577, 24.3954, 0.0087, 0.0375, -0.1514
Si, 8.4134, 7.8589, 24.4212, -0.0018, 0.0527, 0.0961
As, 1.3472, 1.2424, 26.0688, -0.1614, 0.1518, 0.0303
Si, 6.8006, 1.3748, 25.7277, 0.0508, 0.1429, -0.0887
Si, 4.0042, 4.0872, 25.8039, 0.1015, 0.1015, -0.1171
Si, 9.7033, 4.0088, 25.8025, -0.0774, -0.0626, 0.0785
Si, 1.3309, 6.822, 25.668, 0.0406, -0.0715, -0.052
Si, 6.8231, 6.7329, 25.7614, 0.0008, 0.0046, -0.0413
Si, 4.0195, 9.4914, 25.906, -0.0234, -0.0193, 0.1497
Si, 9.4847, 9.4718, 25.8003, -0.1765, -0.1182, 0.0512
Si, 2.7542, -0.1403, 27.3878, -0.108, 0.3048, 0.0973
Si, 8.1514, -0.0004, 27.1189, -0.0386, -0.3085, 0.0235
Si, 0.0364, 2.7841, 27.3382, 0.4205, -0.0894, 0.0466
Si, 5.4745, 2.7608, 27.1324, -0.0595, -0.1117, 0.0017
Si, 2.6679, 5.4837, 27.1393, -0.0764, -0.0439, -0.0242
Si, 8.2151, 5.3722, 27.1292, 0.0425, -0.0411, -0.1181
Si, 0.0426, 8.1861, 27.1178, -0.2848, 0.1127, 0.0303
Si, 5.5228, 8.1708, 27.1709, -0.0029, -0.0065, -0.0679
Si, 4.1398, 1.3796, 28.5422, 0.0444, -0.2427, 0.0851
Si, 9.5357, 1.336, 28.5243, -0.008, 0.1956, 0.0248
Si, 1.4301, 4.1397, 28.6274, -0.3447, 0.0367, -0.0578
Si, 6.8293, 4.0877, 28.5399, 0.0301, 0.0346, -0.03
Si, 4.0976, 6.8148, 28.4914, 0.0389, 0.124, 0.0647
Si, 9.5703, 6.8106, 28.4623, 0.0202, -0.0025, 0.05
Si, 1.2909, 9.4924, 28.652, 0.232, 0.0981, -0.2655
Si, 6.8558, 9.5576, 28.5475, -0.021, 0.0975, -0.0805
Si, -0.0311, 0.0055, 29.9184, -0.0632, 0.0175, 0.09
Si, 5.4844, -0.0131, 29.9055, 0.022, 0.1232, 0.0246
Si, 2.7653, 2.7276, 29.9259, 0.0145, -0.1194, -0.0588
Si, 8.1907, 2.7272, 29.8989, 0.0273, -0.0548, 0.032
Si, -0.0216, 5.4835, 29.9046, 0.1473, 0.0814, 0.0283
Si, 5.4593, 5.466, 29.8883, 0.0101, 0.0088, 0.0258
Si, 2.7496, 8.171, 29.9151, 0.0467, -0.0791, 0.0375
Si, 8.2269, 8.1864, 29.8819, 0.0251, -0.0634, -0.0312
Si, 1.3673, 1.3673, 31.2657, 0.0683, 0.0669, -0.013
Si, 6.8362, 1.3673, 31.2657, 0.0808, -0.0427, 0.1401
Si, 4.1018, 4.1018, 31.2657, 0.1657, 0.0054, 0.182
Si, 9.5708, 4.1018, 31.2657, -0.1234, -0.0983, -0.0374
Si, 1.3673, 6.8362, 31.2657, -0.0285, -0.0696, 0.176
Si, 6.8362, 6.8362, 31.2657, 0.0679, 0.0279, -0.1527
Si, 4.1018, 9.5708, 31.2657, 0.0048, -0.0324, 0.0081
Si, 9.5708, 9.5708, 31.2657, -0.169, -0.1534, 0.1402
Si, 2.7345, 0, 0.6835, 0.0315, 0.0519, 0.016
Si, 8.2035, 0, 0.6835, -0.0016, 0.1165, -0.126
Si, 0, 2.7345, 0.6835, 0.0504, 0.1029, 0.0308
Si, 5.469, 2.7345, 0.6835, 0.0119, 0.0965, 0.1245
Si, 2.7345, 5.469, 0.6835, -0.0703, -0.0115, -0.0752
Si, 8.2035, 5.469, 0.6835, 0.0007, 0.1032, -0.0071
Si, 0, 8.2035, 0.6835, 0.1014, 0.1248, 0.1648
Si, 5.469, 8.2035, 0.6835, 0.0489, 0.1319, 0.0964
Si, 4.0956, 1.3774, 2.0637, -0.0129, 0.0227, 0
Si, 9.5933, 1.3478, 2.041, 0.0709, -0.0693, -0.0203
Si, 1.3513, 4.1382, 2.0534, -0.0613, 0.0213, 0.0018
Si, 6.829, 4.134, 2.0471, -0.0933, 0.029, -0.0547
Si, 4.0871, 6.8437, 2.0432, 0.009, 0.0319, -0.0239
Si, 9.5724, 6.8385, 2.0656, 0.0246, 0.0037, -0.0121
Si, 1.3623, 9.6041, 2.0567, -0.1165, -0.0034, -0.0338
Si, 6.8321, 9.6138, 2.0456, -0.1087, 0.005, -0.0134
Si, 0.0243, 0.0292, 3.4776, 0.0121, 0.0134, -0.0726
Si, 5.4761, 0.0301, 3.4545, 0.0233, 0.0275, -0.0721
Si, 2.699, 2.7657, 3.3958, 0.1045, -0.0168, 0.0333
Si, 8.2554, 2.7756, 3.3239, -0.0785, -0.0258, 0.1732
Si, 0.0244, 5.5134, 3.483, -0.042, -0.0254, -0.1091
Si, 5.4625, 5.5223, 3.4273, 0.0615, -0.0427, -0.0122
Si, 2.7251, 8.2332, 3.3897, 0.048, 0.0007, 0.0452
Si, 8.2388, 8.2904, 3.3776, -0.032, -0.1381, 0.0616
Si, 1.3661, 1.4484, 4.8386, 0.0347, 0.0243, 0.0567
Si, 6.9042, 1.4689, 4.7198, 0.0592, 0.0629, -0.0392
Si, 4.0485, 4.1482, 4.7503, -0.014, -0.0282, -0.0244
Si, 9.5909, 4.0735, 4.7759, 0.0084, -0.0077, -0.002
Si, 1.3577, 6.9679, 4.8385, 0.0631, 0.0297, 0.0221
Si, 6.8337, 6.9827, 4.7246, 0.0423, 0.0649, -0.0312
Si, 4.0851, 9.5661, 4.782, -0.0043, -0.0375, 0.0021
Si, 9.6157, 9.5703, 4.8343, 0.01, 0.023, 0.0314
Si, 2.757, 0.0328, 6.1274, -0.0334, -0.0109, -0.0135
Si, 8.2931, 0.116, 6.0818, -0.0096, 0.0056, -0.0155
Si, 0.0109, 2.793, 6.2989, -0.0132, -0.011, -0.0062
Si, 5.5063, 2.8349, 6.0567, 0.0035, 0.0028, -0.0252
Si, 2.7508, 5.5893, 6.1309, -0.0175, -0.0117, -0.0161
Si, 8.2493, 5.5936, 5.9525, 0, 0.0035, -0.0208
Si, 0.0443, 8.302, 6.3639, -0.0146, -0.0127, -0.0049
Si, 5.4945, 8.2992, 6.2135, 0.001, -0.0077, -0.0158
Si, 4.4225, 1.1767, 7.3114, 0.0132, -0.0098, 0.0535
Si, 9.8079, 1.1412, 7.6129, 0.0127, -0.0026, 0.0155
Si, 1.1742, 4.4959, 7.4907, -0.0077, 0.0238, 0.0526
Si, 6.6341, 4.5362, 7.2332, -0.008, -0.0162, 0.0317
Si, 4.3227, 6.6998, 7.527, 0.0071, -0.0055, 0.0579
Si, 9.7275, 6.6081, 7.4919, 0.0087, -0.0157, 0.0455
Si, 1.2793, 9.9348, 7.6885, 0.006, 0.0257, 0.0693
Si, 6.7184, 9.9623, 7.3967, -0.0088, -0.0022, 0.0557
O, 9.3519, 1.2044, 23.7214, -0.3466, 0.1803, 0.2556
O, 4.1104, 6.8133, 23.9895, -0.0082, 0.0557, -0.0762
O, 3.9047, 1.3112, 24.1703, 0.24, -0.1012, -0.1841
O, 9.4983, 6.6954, 23.9112, 0.0466, 0.0191, -0.0294
O, -0.0306, 5.537, 8.0039, 0.0107, 0.0079, -0.0198
O, 5.5727, 0.1261, 7.9009, -0.0069, -0.0005, -0.0282
O, 0.0703, 0.0822, 8.1361, 0.0037, -0.003, -0.021
O, 5.5325, 5.6074, 7.8731, -0.0195, 0.0164, -0.0245
O, 7.5813, 3.9295, 8.4174, -0.0037, 0.017, -0.0331
O, 8.7335, 7.0392, 8.7597, 0.0047, -0.0087, -0.0472
O, 2.1745, 9.4488, 9.03, -0.0208, 0.0087, -0.0555
O, 8.8879, 1.6567, 8.9163, 0.0018, -0.0056, -0.0228
O, 7.615, 9.4624, 8.6931, -0.0043, 0.0148, -0.0354
O, 3.596, 1.8102, 8.5788, 0.0037, -0.0066, -0.0219
O, 3.5803, 7.2137, 8.9325, -0.0017, -0.0011, -0.0239
O, 2.0582, 4.002, 8.8045, -0.0085, 0.0059, -0.0393
O, 8.0766, 3.6198, 23.4131, 0.0737, -0.0677, 0.0603
O, 0.4423, 4.9752, 22.9362, 0.016, -0.0125, -0.0114
O, 1.8406, 2.786, 23.3318, -0.0578, 0.0304, 0.136
O, 5.74, 4.9107, 23.0778, 0.0284, -0.0111, 0.0101
O, 5.4723, 10.1345, 23.4058, -0.0621, 0.1066, 0.011
O, 2.4683, 8.6247, 22.9705, 0.0098, -0.02, 0.0769
O, -0.0756, 9.4487, 22.8353, -0.1951, -0.4329, -0.2007
O, 7.7054, 8.6055, 23.1272, -0.0004, -0.0077, 0.0024
Si, 8.6608, 7.6723, 18.4076, 0.0105, 0.0029, 0.0029
Si, 8.7863, 6.3548, 13.6162, -0.0066, -0.0012, 0.0075
Si, 3.7953, 1.5107, 14.7058, 0.006, -0.0067, 0.0027
Si, 2.1579, 5.681, 17.5671, 0.0188, -0.0079, -0.0123
Si, 2.4101, 3.1154, 19.5133, -0.0119, 0.0047, -0.0308
Si, 9.8165, 9.031, 12.0749, 0.0029, -0.0042, 0.0283
Si, 1.2916, 9.1768, 21.9701, -0.3789, 0.089, 0.124
Si, 9.1773, 0.9692, 13.1946, -0.0002, -0.0054, 0.0116
Si, 1.404, 5.036, 12.9901, 0.0048, -0.0048, 0.0092
Si, 1.7921, 8.2332, 12.8062, -0.0022, -0.0016, 0.0232
Si, 6.625, 9.5899, 22.4024, 0.0038, -0.094, -0.01
Si, 4.5556, 4.5597, 15.6646, -0.0084, -0.0088, 0.0065
Si, 8.1974, 2.9968, 9.5719, -0.0048, 0.0024, 0.0394
Si, 0.877, 8.1849, 19.1352, -0.0145, -0.027, 0.0873
Si, 6.9661, 1.3563, 21.0746, -0.0245, 0.0202, -0.0314
Si, 8.2274, 8.308, 9.6652, -0.0066, 0.0043, 0.045
Si, 10.868, 5.1509, 15.5622, 0.0017, 0.0063, 0.0162
Si, 7.5674, 9.4858, 16.3002, -0.0035, -0.0083, -0.0056
Si, 9.9277, 2.0784, 20.2936, -0.0201, -0.0142, -0.073
Si, 3.212, 8.5002, 9.9051, 0.0188, -0.0086, 0.041
Si, 6.6937, 3.3263, 17.3882, 0.0045, 0.0031, -0.0166
Si, 1.1175, 0.1662, 19.8138, 0.0283, -0.0806, 0.0984
Si, 3.2284, 2.8007, 12.2851, 0.0008, -0.0077, 0.0224
Si, 7.1949, 5.3872, 19.6602, 0.0057, 0.0205, -0.0248
Si, 5.7478, 8.658, 11.5292, 0.0021, 0.0055, 0.0299
Si, 5.7903, 6.0607, 13.1731, 0.0023, -0.0032, 0.0218
Si, 4.6381, 9.706, 17.6095, 0.0023, -0.0078, -0.0066
Si, 1.0084, 3.6161, 22.1937, -0.0012, 0.0462, -0.1089
Si, 4.8921, 1.4833, 18.787, -0.0191, -0.0001, -0.0298
Si, 3.1877, 3.0695, 9.5051, 0.0186, 0.0058, 0.0387
Si, 6.4594, 10.8053, 13.7718, -0.0013, -0.0027, 0.0155
Si, 10.352, 0.1014, 15.9659, 0.0033, -0.0034, 0.0086
Si, 5.6578, 3.6418, 11.1412, 0.002, 0.0113, 0.028
Si, 9.8407, 3.8963, 11.8799, 0.0045, 0.0022, 0.0246
Si, 2.3446, 9.906, 15.5307, 0.0034, 0.0064, 0.0039
Si, 6.0861, 8.1226, 19.7834, -0.0027, -0.0054, 0.0114
Si, 6.8856, 3.9909, 22.3699, 0.0327, 0.0196, -0.016
Si, 9.7539, 2.7482, 17.3629, 0.0033, -0.0039, 0.0018
O, 7.1954, 6.3703, 13.9514, 0.0006, -0.0011, -0.0087
O, 1.9378, 7.0461, 18.5207, 0.0042, -0.011, -0.0198
O, 10.2539, 3.9907, 16.4791, -0.0019, -0.0073, -0.0007
O, 6.1683, 9.9617, 17.0325, -0.0032, 0.002, -0.0017
O, 10.1454, 0.7155, 14.4732, -0.0008, 0.0012, -0.0084
O, 8.4365, 6.0957, 18.8411, -0.0006, -0.0019, -0.0069
O, 5.1683, 0.6553, 14.4071, 0.0031, -0.0047, -0.0048
O, 5.69, 2.0544, 17.4937, -0.0097, -0.0056, 0.0089
O, 8.3388, 2.0006, 20.5368, 0.0252, 0.0009, 0.0005
O, 1.9914, 4.2711, 18.4155, -0.0084, -0.0155, 0.0042
O, 6.9558, 2.7771, 10.632, 0.0064, -0.0036, -0.02
O, 4.8652, 2.7035, 12.2142, 0.0052, -0.0031, -0.0184
O, 6.0644, 4.3586, 16.2898, 0.0057, -0.0114, 0.0026
O, 4.5573, 3.9024, 9.927, -0.0074, -0.0018, -0.0236
O, 10.6828, 2.8059, 21.5467, 0.0626, -0.0098, 0.0952
O, 9.715, 6.1437, 14.9553, 0.0025, -0.0073, -0.008
O, 5.9948, 6.4882, 19.8092, 0.0053, -0.0048, -0.0011
O, 4.0817, 0.1653, 18.2725, 0.0038, 0.0016, 0.0043
O, 9.2709, 10.5557, 12.2754, 0.0045, -0.0114, -0.0136
O, 2.8412, 4.3419, 12.6934, 0.0052, -0.0065, -0.0089
O, 1.7903, 10.5762, 21.2277, 0.0175, 0.0688, -0.0464
O, 3.9883, 2.7122, 19.3827, 0.0175, -0.0068, 0.0073
O, 0.7297, 10.0237, 15.9413, -0.0001, -0.0063, -0.0069
O, 1.2337, 9.7892, 18.8031, -0.0103, -0.0011, -0.0125
O, 1.718, 1.623, 19.3317, -0.0162, -0.012, 0.0282
O, 8.9442, 10.3664, 16.4848, 0.0042, 0.0022, -0.0064
O, 4.8844, 8.5907, 18.7792, 0.006, -0.0069, -0.0009
O, 9.5682, 8.7573, 10.4832, -0.0073, -0.0056, -0.027
O, 6.7196, 4.0863, 18.825, -0.0039, -0.0084, 0.0108
O, 2.8362, 1.6934, 13.3837, 0.0026, 0.0001, -0.0202
O, 5.8315, 8.7598, 21.2528, -0.0097, 0.0065, -0.0055
O, 2.5373, 2.4313, 10.8623, 0.0021, 0.0001, -0.0286
O, 7.5677, 4.8474, 21.1553, -0.0127, -0.0062, -0.0135
O, 5.2072, 7.4678, 12.5383, 0.0008, 0.0061, -0.0135
O, 0.4358, 9.0567, 12.49, -0.0003, -0.0024, -0.0129
O, 7.5823, 1.0527, 13.5675, 0.0076, -0.0019, -0.0102
O, 7.1152, 9.621, 14.7264, -0.0002, 0.0007, -0.0088
O, 8.9859, 5.035, 12.672, 0.0036, -0.0089, -0.0148
O, 8.0737, 8.0162, 16.887, -0.002, -0.011, 0.0024
O, 6.2253, 2.5483, 21.9347, -0.0103, -0.0159, 0.0043
O, 2.4605, 9.0423, 14.1, 0.0011, -0.0082, -0.0165
O, 0.4229, 4.4914, 11.8038, -0.0065, -0.0029, -0.011
O, 0.9626, 8.081, 20.7788, 0.0537, -0.0972, -0.1165
O, 9.3714, 3.8181, 10.3302, -0.0048, -0.0019, -0.0244
O, 9.6582, 2.3883, 12.5237, 0.0029, 0.0088, -0.0132
O, 7.6373, 8.5455, 19.3734, 0.0046, -0.0056, -0.0028
O, 2.5507, 8.1465, 11.3581, 0.0063, 0.0021, -0.0286
O, 3.9948, 3.0278, 15.3344, 0.0007, -0.0121, -0.008
O, 0.7775, 4.4339, 14.3697, -0.0014, -0.0031, -0.0093
O, 10.0745, 3.0069, 18.9447, -0.0052, -0.0172, 0.0193
O, 9.1448, 7.806, 12.9421, 0.0049, 0.0068, -0.0127
O, 10.4746, 0.5465, 20.0726, -0.0167, 0.0148, -0.0116
O, 6.0385, 5.033, 11.9062, -0.0044, -0.0119, -0.0182
O, 8.1495, 2.6911, 17.039, -0.0011, -0.0043, 0.001
O, 3.5596, 5.4064, 16.6958, -0.0003, 0.0119, -0.001
O, 4.6618, 9.124, 10.3776, -0.0079, -0.0008, -0.0165
O, 1.5198, 6.6545, 13.1734, 0.0015, -0.0006, -0.0103
O, 4.7675, 5.4651, 14.3099, 0.0089, 0.0069, -0.0193
O, 2.0702, 3.8201, 20.9581, -0.0306, -0.0045, 0.0358
O, 10.5557, 1.3794, 16.9642, 0.002, 0.0029, -0.0037
O, 0.9691, 5.9765, 16.4888, -0.0188, -0.0064, -0.0088
O, 7.3672, 10.9275, 21.8532, 0.0261, 0.0362, -0.0091
O, 5.943, 0.9388, 19.8951, 0.0202, -0.0186, 0.0297
O, 6.0819, 10.0163, 12.3847, 0.0002, -0.0082, -0.0218
O, 2.8441, 0.5297, 15.5828, 0.001, -0.0056, -0.0047
O, 7.0508, 7.998, 10.7648, 0.007, -0.0032, -0.0251
O, 10.2603, 7.9645, 18.6018, -0.0107, -0.0118, -0.022
O, 3.4506, 9.1922, 16.5653, 0.0005, -0.0044, -0.0075

Results
free energy: -145947.083 eV
free energy less fixed offsets of As -4856.12, O -568.88, Si -635.61 eV per atom: 2.637 eV

The program warned: the cutoff lies below the one the program advises for these potential files; the forces do not sum to zero within the program's tolerance; the exchange-correlation potential is rough where the density is thin.
